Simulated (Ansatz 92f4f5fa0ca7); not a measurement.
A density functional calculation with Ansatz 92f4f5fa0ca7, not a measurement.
Periodic cell of 225 atoms, Si132O91As2, from a study of silicon, its oxide and their interface. The atomic structure is a simulated model.
Doubt: the cutoff is far below the 930 eV that the study's wrapper takes by default for these files, so forces and energies are approximate.
This geometry differs little from another in the collection (a relaxation step or a small displacement).

Settings
functional: PBE
potential files: Ansatz PAW
basis: plane waves
wave-function cutoff: 580 eV
density cutoff ratio: 5
exchange-correlation grid ratio: 1
k mesh: 1 x 1 x 1, Gamma-centred
self-consistency stop: 5e-08 eV per atom in the density residual
occupations: fixed
spin: none
net charge: 0

Cell vectors (angstrom)
a  10.938  0  0
b  0  10.938  0
c  0  0  31.9494

Atoms: element, x, y, z (angstrom)
As  10.6191  0.0191  24.1683
Si  5.097  0.1821  24.663
Si  2.8033  2.2839  24.5381
As  8.543  2.4823  24.4781
Si  10.6791  5.5794  24.3464
Si  5.1488  5.6125  24.4315
Si  2.9969  7.9874  24.3956
Si  8.4631  7.878  24.42
Si  1.3021  1.0715  25.8505
Si  6.7812  1.4193  25.8178
Si  3.9721  4.0208  25.7345
Si  9.656  4.0383  25.9066
Si  1.3268  6.8201  25.6547
Si  6.8274  6.7316  25.7205
Si  4.0174  9.5014  25.9373
Si  9.5427  9.5144  25.7902
Si  2.6633  -0.1264  27.312
Si  8.1679  -0.0174  27.1378
Si  0.0683  2.6296  27.1989
Si  5.4087  2.7664  27.1697
Si  2.6628  5.443  27.0941
Si  8.1814  5.3995  27.1519
Si  0.0103  8.178  27.1304
Si  5.5153  8.1454  27.1441
Si  4.0798  1.3388  28.526
Si  9.5444  1.3398  28.5324
Si  1.3853  4.073  28.5402
Si  6.8029  4.0913  28.5512
Si  4.0891  6.7955  28.4786
Si  9.5587  6.8055  28.4818
Si  1.3078  9.4814  28.6318
Si  6.8323  9.5424  28.5311
Si  -0.0252  -0.0076  29.9206
Si  5.4708  -0.0043  29.8917
Si  2.752  2.722  29.9074
Si  8.191  2.7317  29.8982
Si  -0.0074  5.4589  29.8806
Si  5.4506  5.4727  29.8988
Si  2.7574  8.1582  29.9109
Si  8.2229  8.1888  29.8842
Si  1.3673  1.3673  31.2657
Si  6.8362  1.3673  31.2657
Si  4.1018  4.1018  31.2657
Si  9.5708  4.1018  31.2657
Si  1.3673  6.8362  31.2657
Si  6.8362  6.8362  31.2657
Si  4.1018  9.5708  31.2657
Si  9.5708  9.5708  31.2657
Si  2.7345  0  0.6835
Si  8.2035  0  0.6835
Si  0  2.7345  0.6835
Si  5.469  2.7345  0.6835
Si  2.7345  5.469  0.6835
Si  8.2035  5.469  0.6835
Si  0  8.2035  0.6835
Si  5.469  8.2035  0.6835
Si  4.0956  1.378  2.0613
Si  9.5921  1.3509  2.0419
Si  1.3502  4.1373  2.0545
Si  6.8241  4.1351  2.0421
Si  4.0875  6.847  2.042
Si  9.5725  6.839  2.0622
Si  1.3593  9.6007  2.0531
Si  6.8256  9.6127  2.0466
Si  0.026  0.0324  3.4695
Si  5.479  0.0368  3.4485
Si  2.7108  2.7672  3.3979
Si  8.2482  2.7777  3.3377
Si  0.0223  5.5142  3.4717
Si  5.4686  5.5224  3.4235
Si  2.7318  8.2374  3.3939
Si  8.2378  8.2828  3.3812
Si  1.3735  1.4517  4.8404
Si  6.9053  1.4736  4.7218
Si  4.0538  4.1497  4.7497
Si  9.5934  4.0778  4.7746
Si  1.3634  6.9711  4.8374
Si  6.8362  6.9865  4.7239
Si  4.0891  9.5696  4.7834
Si  9.6177  9.5747  4.8344
Si  2.7542  0.0316  6.1301
Si  8.292  0.1174  6.0813
Si  0.0116  2.7954  6.2963
Si  5.5072  2.8352  6.0605
Si  2.7501  5.5897  6.1288
Si  8.2501  5.595  5.9513
Si  0.0453  8.304  6.364
Si  5.4951  8.2994  6.2138
Si  4.4212  1.1764  7.3167
Si  9.8083  1.1449  7.6098
Si  1.1753  4.4994  7.4929
Si  6.6338  4.5393  7.2359
Si  4.3191  6.7027  7.5305
Si  9.7289  6.6097  7.4916
Si  1.2784  9.9384  7.6963
Si  6.719  9.9621  7.4003
O  4.1001  6.8159  24.0258
O  4.0196  1.2711  24.0066
O  9.5466  6.719  23.9107
O  -0.0251  5.5441  8.006
O  5.5702  0.1232  7.9007
O  0.0705  0.0879  8.1383
O  5.5289  5.6103  7.8705
O  7.5864  3.9475  8.4233
O  8.7299  7.0433  8.7536
O  2.177  9.4522  9.0337
O  8.8871  1.6669  8.9096
O  7.618  9.4685  8.6964
O  3.599  1.8099  8.586
O  3.5778  7.217  8.9361
O  2.063  4.0029  8.8021
O  7.9586  4.0086  23.6222
O  0.3983  4.9037  22.9654
O  1.8864  2.7424  23.2466
O  5.614  4.9877  22.9688
O  5.607  10.0764  23.5035
O  2.6383  8.6247  22.9085
O  0.1956  9.4824  23.1198
O  7.823  8.6012  23.0749
Si  8.6769  7.6934  18.4181
Si  8.7905  6.3584  13.6156
Si  3.8021  1.514  14.7133
Si  2.1569  5.6923  17.5747
Si  2.3713  3.1176  19.4905
Si  9.8207  9.0315  12.0721
Si  1.3888  9.2136  22.0329
Si  9.1828  0.9677  13.1902
Si  1.4115  5.038  13.0013
Si  1.796  8.2375  12.8154
Si  6.7128  9.6018  22.4236
Si  4.5585  4.5614  15.682
Si  8.2022  3.0064  9.5719
Si  0.8845  8.182  19.1947
Si  6.9882  1.389  21.1238
Si  8.2294  8.3102  9.6654
Si  10.8797  5.1777  15.5727
Si  7.5761  9.5026  16.3093
Si  9.9282  2.05  20.2792
Si  3.2145  8.5037  9.9111
Si  6.7022  3.3395  17.4294
Si  1.128  0.1569  19.8248
Si  3.2338  2.8024  12.2891
Si  7.2057  5.4222  19.6764
Si  5.7517  8.6565  11.5343
Si  5.7945  6.059  13.1813
Si  4.6466  9.7241  17.6281
Si  0.977  3.5747  22.1848
Si  4.8839  1.4998  18.8489
Si  3.1916  3.0729  9.5083
Si  6.4648  10.8069  13.7763
Si  10.3581  0.1171  15.9668
Si  5.6617  3.6442  11.1425
Si  9.8459  3.898  11.8831
Si  2.3489  9.9115  15.5453
Si  6.1086  8.161  19.8024
Si  6.8701  4.1096  22.4126
Si  9.7733  2.7725  17.374
O  7.2009  6.3707  13.956
O  1.9298  7.0255  18.5797
O  10.2668  4.0278  16.5052
O  6.1751  9.9745  17.0425
O  10.1544  0.7098  14.4654
O  8.442  6.1166  18.8401
O  5.1761  0.6601  14.4131
O  5.7238  2.0524  17.5742
O  8.3298  1.9826  20.4575
O  1.975  4.2551  18.3695
O  6.9608  2.7827  10.6309
O  4.8699  2.7017  12.212
O  6.0615  4.3473  16.3155
O  4.5612  3.9064  9.9279
O  10.6387  2.7242  21.5954
O  9.723  6.1571  14.9533
O  6.014  6.5287  19.8419
O  4.0961  0.1793  18.3051
O  9.2747  10.557  12.2666
O  2.8481  4.3425  12.7036
O  1.8015  10.6199  21.2545
O  3.9588  2.7332  19.4038
O  0.7342  10.0363  15.957
O  1.2702  9.772  18.8319
O  1.7069  1.612  19.3184
O  8.9467  10.3941  16.4921
O  4.8983  8.6132  18.8014
O  9.5743  8.7546  10.4799
O  6.7118  4.1219  18.8531
O  2.8446  1.6964  13.39
O  5.8805  8.8289  21.2621
O  2.5393  2.4383  10.8664
O  7.5949  4.8834  21.1662
O  5.2115  7.4657  12.5437
O  0.4379  9.0572  12.496
O  7.5887  1.0521  13.566
O  7.1223  9.6268  14.7352
O  8.9897  5.0362  12.6745
O  8.0975  8.0372  16.8953
O  6.3624  2.5865  22.051
O  2.4603  9.0441  14.1149
O  0.4292  4.4901  11.8172
O  0.9411  8.1357  20.8501
O  9.3798  3.8219  10.3318
O  9.662  2.3888  12.5226
O  7.6577  8.5761  19.3771
O  2.5549  8.1561  11.3663
O  4.0003  3.0269  15.3531
O  0.7883  4.4459  14.3874
O  10.1205  3.0059  18.9576
O  9.1437  7.808  12.9364
O  10.474  0.5158  20.0615
O  6.04  5.0327  11.9125
O  8.1646  2.7227  17.075
O  3.5643  5.4239  16.7058
O  4.6666  9.1232  10.3814
O  1.5279  6.6572  13.1771
O  4.7787  5.4604  14.3232
O  1.9618  3.8428  20.9035
O  10.5653  1.4072  16.9486
O  0.9792  6.0197  16.4905
O  7.4361  10.9766  21.9162
O  5.8763  0.9741  20.024
O  6.0854  10.0138  12.3917
O  2.8516  0.5337  15.5907
O  7.0541  7.999  10.7658
O  10.2745  7.9741  18.6397
O  3.4569  9.2064  16.5865

Results
free energy: -145378.687 eV
free energy less fixed offsets of As -4856.12, O -568.88, Si -635.61 eV per atom: 2.153 eV

Forces (eV/angstrom), in the order of the atoms: element, x, y, z
As  -0.0838  0.0305  -0.0785
Si  0.085  0.0233  -0.0094
Si  0.0057  0.01  -0.0787
As  0.0795  -0.184  0.0846
Si  0.0429  0.0297  0.0516
Si  -0.0028  -0.0004  -0.0738
Si  -0.0182  -0.0375  -0.0752
Si  -0.0168  -0.0081  0.0007
Si  -0.0426  0.0661  -0.0621
Si  -0.018  -0.0162  -0.0427
Si  -0.0019  -0.0466  0.0174
Si  0.0238  -0.0317  -0.1543
Si  -0.0324  0.0136  -0.0053
Si  0.0254  -0.0175  -0.0306
Si  -0.0038  0.035  0.0112
Si  -0.0461  0.0268  -0.0245
Si  -0.0078  -0.0734  -0.0148
Si  -0.0437  -0.0089  -0.0405
Si  0.0343  -0.017  -0.0264
Si  -0.0063  0.0024  -0.0074
Si  -0.0126  0.0282  0.0144
Si  -0.0597  0.035  0.0717
Si  0.0672  -0.018  -0.0006
Si  0.02  0.0049  0.0243
Si  0.013  0.0315  0.0573
Si  0.0046  -0.0132  -0.0384
Si  -0.0126  -0.0062  -0.0094
Si  0.0081  -0.0108  -0.0002
Si  -0.0244  -0.0181  -0.0042
Si  -0.0174  -0.009  0.0423
Si  -0.0167  -0.0144  -0.0076
Si  0.0016  0.0147  -0.0213
Si  0.0168  0.0181  0.0087
Si  -0.0027  -0.03  -0.0019
Si  -0.021  0.0084  0.0007
Si  0.0058  -0.0048  -0.0136
Si  0.0127  -0.0096  0.0015
Si  0.023  0.0066  -0.0101
Si  -0.0084  0.0179  -0.0102
Si  -0.0115  0.0071  0.0095
Si  0.0338  0.0391  -0.0198
Si  0.0563  -0.0203  0.0029
Si  0.0198  -0.0422  0.078
Si  -0.0722  -0.0595  -0.0738
Si  0.0432  -0.2299  0.0029
Si  0.0349  0.0727  -0.1177
Si  0.0444  -0.0668  -0.0558
Si  -0.1805  -0.1427  0.1476
Si  0.0066  0.0698  -0.0051
Si  -0.028  0.051  -0.1056
Si  0.0464  0.0783  0.0307
Si  -0.0333  0.0742  0.0742
Si  -0.0911  -0.0357  -0.0488
Si  0.0097  0.1136  -0.0415
Si  -0.0013  0.0756  0.0979
Si  0.0546  0.137  0.0805
Si  -0.0007  0.0009  0.001
Si  -0.007  0.011  0.0044
Si  0.0005  -0.0059  -0.0045
Si  0.0036  -0.0059  0.0105
Si  0.0049  0.0029  0.0036
Si  -0.002  -0.0017  0.0022
Si  0.0042  -0.002  0.0105
Si  0  -0.0134  -0.0036
Si  0.0025  0.0063  -0.0043
Si  0.0037  0.0052  0.0083
Si  -0.0021  0.0033  0.001
Si  0.0124  0.0059  -0.0059
Si  0.0112  0.0092  0.003
Si  -0.0011  0.0081  0.003
Si  0.0025  -0.0009  -0.0047
Si  0.0063  0.0186  -0.0008
Si  0  0.0014  -0.0085
Si  -0.0095  -0.0081  0.009
Si  0.0138  0.0078  0.0029
Si  -0.0026  0.0023  -0.0028
Si  -0.0144  0.0001  -0.0071
Si  -0.0005  -0.017  0.0062
Si  0.0092  0.0154  -0.0019
Si  0.0035  -0.0092  -0.0074
Si  0.0086  -0.0073  0.0128
Si  -0.0054  0  0.0021
Si  0.0021  0.0036  0.006
Si  -0.0057  -0.0031  0.0046
Si  0.0057  -0.0075  0.0059
Si  -0.006  0.0003  0.0047
Si  0.0042  0.0014  0.0093
Si  0.0001  -0.0023  0.0069
Si  -0.0005  -0.0041  -0.0176
Si  0.0067  -0.0047  0.0021
Si  -0.0026  0.0006  -0.0096
Si  0.0003  0.004  -0.0115
Si  -0.0002  -0.0065  -0.0105
Si  0.0026  0.0004  -0.0094
Si  -0.0038  -0.0062  -0.0212
Si  -0.0051  0.0043  -0.009
O  0.0158  0.017  0.0614
O  -0.0396  0.0031  0.0719
O  -0.0223  0.0302  0.0056
O  -0.0037  -0.0063  0.0012
O  0.0015  -0.0001  0.0026
O  -0.0059  0.0044  -0.0001
O  0.002  -0.0004  0.0037
O  0.0085  -0.0084  0.0071
O  -0.0066  0.0067  0.0092
O  0.0086  -0.0052  0.0142
O  -0.0053  0.0064  0.0066
O  0.0052  -0.0048  0.0056
O  -0.0033  0.0076  0.0116
O  -0.0021  0.0063  0.0091
O  0.0072  -0.0031  0.0074
O  -0.1164  0.1013  -0.0967
O  0.0077  -0.0305  -0.0302
O  0.0209  -0.0269  0.0422
O  -0.0247  -0.0025  0.0142
O  -0.0118  0.0086  0.0025
O  -0.014  0.0142  0.034
O  0.0623  -0.0361  0.0123
O  -0.0073  0.0185  -0.0211
Si  -0.0018  -0.0016  0.005
Si  0.0001  0  -0.0016
Si  -0.0005  -0.0001  -0.0036
Si  0.0006  -0.0232  -0.005
Si  -0.0028  0.0124  0.0227
Si  0.0008  -0.0021  -0.0039
Si  -0.0406  0.0375  0.0315
Si  0.003  -0.0001  -0.0029
Si  0.0037  -0.0034  -0.0037
Si  0.0025  -0.0008  -0.005
Si  0.0087  -0.01  0.0334
Si  0.004  -0.0028  0.0003
Si  0.0007  -0.0025  -0.0114
Si  -0.0159  0.0091  0.0158
Si  0.0568  0.0185  0.0042
Si  0.0022  -0.0043  -0.0108
Si  -0.0038  -0.0036  0.0026
Si  0.0028  -0.0019  -0.0001
Si  -0.0114  0.0108  0.0304
Si  -0.0044  0.0011  -0.0171
Si  0.0029  -0.0088  -0.0069
Si  -0.0212  -0.0095  0.019
Si  0.0002  -0.0022  -0.0057
Si  -0.0005  0.0122  0.0022
Si  0.0015  0.001  -0.006
Si  0.0029  -0.0022  -0.0023
Si  0.0048  0.0032  0.0011
Si  -0.0093  0.0168  0.0372
Si  0.0073  0.0017  0.0048
Si  -0.0017  -0.0014  -0.0133
Si  0.0022  -0.0027  -0.0058
Si  0.0011  0.0065  -0.001
Si  0.0036  0.0006  -0.0068
Si  -0.001  -0.0015  -0.0049
Si  -0.0005  0.0028  -0.0064
Si  0.0006  -0.0019  0.0188
Si  0.1307  -0.0124  0.0933
Si  -0.0025  -0.0002  0.0114
O  0.0002  -0.0006  0.0019
O  0.0064  -0.0023  0.0032
O  -0.0006  0.0032  -0.0027
O  0.0018  -0.0028  0.0014
O  0.0006  -0.0011  -0.0005
O  0.0021  0.0041  0.0026
O  0.0005  -0.0006  0.0041
O  -0.0015  -0.004  0.0108
O  -0.0366  -0.0248  0.012
O  -0.0034  0.0099  -0.0044
O  -0.0042  0.0011  0.0043
O  0.0007  -0.0025  0.0016
O  -0.0028  0.0018  0.0007
O  0.0036  0.0011  0.0043
O  -0.0113  -0.0209  -0.0168
O  0.0035  -0.0019  0.0018
O  0.0018  -0.0039  -0.0009
O  0.0047  -0.0055  -0.0013
O  0.0017  -0.0005  0.0005
O  0.0007  0.0005  0.0005
O  0.0106  -0.0072  -0.0049
O  0.009  -0.0075  -0.0066
O  0.0029  -0.0031  0.0026
O  -0.0057  0.0018  0.0333
O  -0.0005  -0.0158  0.0092
O  0.0006  -0.003  0.0005
O  0.0013  -0.0009  -0.0056
O  0.003  0.0004  0.0052
O  -0.0014  0.0015  0.0086
O  0.0013  -0.0022  -0.0002
O  -0.0042  -0.0075  -0.0193
O  0.001  -0.0013  0.0075
O  -0.0153  0.0092  -0.0192
O  0.0011  -0.0013  0.002
O  0.0015  -0.0015  0.0004
O  0.0014  -0.0028  0.0006
O  -0.0009  0.0005  0.0012
O  0.0014  0.0002  0.0012
O  -0.0026  0.0018  0.0008
O  0.0128  0.0297  0.0047
O  0.0015  -0.0014  0.0023
O  0.0013  0.0007  0.0013
O  0.0059  -0.0214  -0.0188
O  0.0047  0.0024  0.0053
O  0.002  -0.0013  0.0016
O  0.0099  -0.0042  -0.0046
O  -0.002  -0.0003  0.0095
O  0  -0.0013  -0.0015
O  0.0019  -0.0008  0.0005
O  -0.0039  -0.007  -0.0073
O  0.0027  0.0004  0.001
O  0.0075  0.0029  -0.01
O  -0.0008  0.0018  0.0019
O  0.0007  0.0024  -0.0004
O  0.0013  0.0055  0.0032
O  0.0051  0.0001  0.006
O  0.0014  -0.0001  0.0003
O  0.0026  0.0018  -0.001
O  0.0202  -0.0069  -0.0257
O  0.0029  -0.0055  -0.0048
O  -0.0037  0.0018  0.0019
O  -0.0122  -0.014  -0.0056
O  0.0246  0.0251  0.0298
O  0.002  0.002  0.0026
O  0.0015  -0.0018  0.0023
O  -0.0042  0.0001  0.0037
O  0.0026  -0.006  0.0029
O  -0.0009  -0.0016  -0.0023

The program warned: the cutoff lies below the one the program advises for these potential files; the exchange-correlation potential is rough where the density is thin.
